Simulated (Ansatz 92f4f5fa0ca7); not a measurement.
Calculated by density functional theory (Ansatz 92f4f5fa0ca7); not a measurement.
Periodic cell of 237 atoms, Si145O90P2, from a study of silicon, its oxide and their interface. The atomic structure is a simulated model.
Doubt: the cutoff is far below the 930 eV that the study's wrapper takes by default for these files, so forces and energies are approximate.
This geometry differs little from another in the collection (a relaxation step or a small displacement).

Settings: functional PBE; potential files Ansatz PAW; basis plane waves; wave-function cutoff 580 eV; density cutoff ratio 5; exchange-correlation grid ratio 1; k mesh 1 x 1 x 1, Gamma-centred; self-consistency stop 5e-08 eV per atom in the density residual; occupations fixed; spin none; net charge 0.

Cell vectors (angstrom)
a  11.6015  0  0
b  0  10.938  0
c  0  0  32.0622

Atoms and the computed forces on them: element, x, y, z (angstrom), force x, y, z (eV/angstrom)
Si  -0.1959  -0.0702  23.2702  -0.001  -0.0018  -0.0046
Si  3.6743  0.1991  23.1021  -0.0005  -0.0015  -0.0113
Si  7.5515  -0.1305  23.4398  -0.0035  -0.0069  -0.0038
Si  1.6876  1.3667  23.415  -0.0041  0.0038  -0.0026
Si  5.7347  1.4098  23.1813  0.0003  0.0048  -0.006
Si  9.4458  1.2274  23.3559  -0.0011  0.0047  -0.0077
Si  0.1579  5.3141  23.4545  0.0008  -0.0066  0.0002
Si  4.121  5.2954  23.3837  0.0007  -0.0036  -0.0054
Si  8.0302  5.6099  23.5365  -0.0023  -0.0012  -0.0073
Si  2.1577  6.5833  23.3578  -0.003  -0.0009  -0.0088
Si  5.9617  6.771  23.4767  -0.0022  0.006  0.0022
Si  10.0072  6.8685  23.5902  -0.0049  0.0023  -0.0047
Si  1.9048  2.665  25.3765  0.0006  0.0007  0.0028
Si  5.8322  2.658  25.2487  -0.0022  0.0019  0.0031
Si  9.6315  2.6901  25.2562  0.0003  0.0032  0.0001
Si  11.6002  4.0088  25.384  -0.0019  -0.0018  -0.0019
Si  3.8932  3.9746  25.3147  0.0005  -0.0021  0.0003
Si  7.7425  4.0966  25.3385  0.0004  -0.0021  -0.0018
Si  1.9748  8.1485  25.1876  0.0015  -0.0012  -0.0015
Si  5.7773  8.1669  25.3648  0.0026  0.0006  -0.0025
Si  9.7104  8.2632  25.4244  0  0.0012  -0.0003
Si  11.6396  9.5583  25.2593  0.0006  -0.0043  0.0041
Si  3.8684  9.5866  25.0719  -0.003  -0.0051  0.002
Si  7.6908  9.5225  25.4005  0.0005  -0.0019  0.0035
Si  11.6518  -0.0105  27.2032  -0.0017  0.0003  -0.0002
Si  3.9028  -0.0548  27.1215  -0.0025  0.0006  0.0039
Si  7.76  -0.0152  27.2794  0.0002  0.0028  -0.0004
Si  1.9873  1.3131  27.2754  -0.0005  -0.0002  -0.0011
Si  5.8291  1.3234  27.2021  -0.0007  0.0041  0.002
Si  9.6974  1.3332  27.2032  -0.0035  0.0016  0.0019
Si  11.5945  5.4714  27.2378  -0.0022  -0.0025  0.0008
Si  3.8482  5.4223  27.211  -0.0016  -0.0041  0.0004
Si  7.714  5.4607  27.264  -0.0004  0.0004  0.0019
Si  1.9397  6.8273  27.1778  0.0012  0.0033  0.002
Si  5.7618  6.7984  27.2728  -0.0039  0.0024  0.001
Si  9.6556  6.816  27.279  0.0001  0.0003  -0.001
Si  1.9479  2.724  29.1731  0.0014  -0.005  -0.0032
Si  5.7949  2.7122  29.1404  0.0037  -0.0087  -0.0057
Si  9.6823  2.7235  29.1425  0.0026  -0.0052  -0.007
Si  0.014  4.0956  29.1635  -0.002  0.0023  0.0022
Si  3.8685  4.09  29.1649  -0.0016  0.0024  -0.0004
Si  7.7331  4.078  29.1737  -0.002  0.0007  0.0065
Si  1.9439  8.1877  29.1366  -0.0043  -0.001  -0.0028
Si  5.7912  8.1945  29.1755  -0.0026  -0.0039  0.0068
Si  9.6744  8.2045  29.1848  0.0007  -0.0023  -0.0007
Si  0.0113  9.5626  29.1485  -0.001  -0.0019  -0.0046
Si  3.8717  9.5696  29.125  0.0084  -0.0039  -0.0184
Si  7.7341  9.5485  29.1892  -0.0003  0.0015  -0.0018
Si  0  0  31.0965  0.063  0.0109  -0.0745
Si  3.8672  0  31.0965  -0.0168  0.0328  -0.2084
Si  7.7343  0  31.0965  -0.0219  0.0376  0.0999
Si  1.9336  1.3673  31.0965  -0.0008  -0.0549  0.0718
Si  5.8008  1.3673  31.0965  -0.0034  -0.007  -0.1154
Si  9.6679  1.3673  31.0965  0.0134  -0.0652  -0.0953
Si  0  5.469  31.0965  0.0191  -0.0122  0.0014
Si  3.8672  5.469  31.0965  0.0316  0.0146  -0.022
Si  7.7343  5.469  31.0965  -0.0019  -0.0397  0
Si  1.9336  6.8362  31.0965  0.0146  -0.0306  -0.1184
Si  5.8008  6.8362  31.0965  -0.0173  -0.0767  0.1037
Si  9.6679  6.8362  31.0965  0.0479  -0.1343  0.1433
Si  1.9336  2.7345  0.9679  0.0114  0.0283  0.0048
Si  5.8008  2.7345  0.9679  -0.0289  0.0124  -0.1844
Si  9.6679  2.7345  0.9679  0.0354  0.0274  0.0694
Si  0  4.1018  0.9679  -0.0336  0.0415  -0.0175
Si  3.8672  4.1018  0.9679  0.0303  0.0117  -0.0046
Si  7.7343  4.1018  0.9679  0.0531  0.1224  0.1365
Si  1.9336  8.2035  0.9679  0.0414  0.0205  0.03
Si  5.8008  8.2035  0.9679  -0.0231  0.0928  -0.077
Si  9.6679  8.2035  0.9679  0.0758  0.1419  0.0373
Si  0  9.5708  0.9679  -0.0475  0.0163  0.0355
Si  3.8672  9.5708  0.9679  0.017  -0.0106  0.1381
Si  7.7343  9.5708  0.9679  0.0799  -0.0688  -0.004
Si  11.6163  0.0089  2.9125  -0.0003  -0.0028  -0.0076
Si  3.8653  -0.0025  2.9434  -0.0222  -0.0314  -0.0323
Si  7.7575  0.0068  2.8881  0.0071  0.0017  -0.0243
Si  1.946  1.3688  2.8946  -0.0031  0.0106  -0.0309
Si  5.8303  1.3417  2.8595  0.0141  0.0238  -0.0291
Si  9.6763  1.375  2.9157  -0.0055  0.0071  0.0032
Si  11.6029  5.4825  2.8936  0.0234  -0.03  -0.011
Si  3.8959  5.4846  2.8959  -0.0113  0.0019  -0.0157
Si  7.7707  5.5389  2.8796  -0.0389  -0.0002  -0.0449
Si  1.941  6.8277  2.9009  0.0016  0.0173  -0.0069
Si  5.8154  6.8639  2.9001  -0.003  0.0248  -0.0035
Si  9.6981  6.886  2.9307  -0.0004  0.022  0.0248
Si  1.9962  2.7434  4.8115  0.0314  -0.005  0.007
Si  5.9807  2.7935  4.7008  -0.0618  0.0005  -0.1071
Si  9.6531  2.7966  4.8239  0.0128  0.0113  0.0014
Si  11.6253  4.0923  4.8066  -0.0364  -0.0145  -0.013
Si  3.9852  4.0504  4.7717  0.0054  -0.0359  0.0179
Si  7.8171  4.2718  4.8479  0.1206  -0.0431  0.016
Si  1.9175  8.1586  4.8582  0.0358  -0.0324  -0.008
Si  5.7874  8.2898  4.7929  -0.037  -0.0094  0.0003
Si  9.6732  8.2919  4.8822  -0.0077  -0.0074  -0.0033
Si  11.6363  9.6255  4.8824  -0.0323  0.0037  -0.0219
Si  3.8095  9.561  4.8827  -0.0017  0.055  0.085
Si  7.7307  9.6445  4.8568  0.0568  0.0118  -0.0019
Si  11.5977  0.1846  6.7642  -0.0009  -0.0527  0.0488
P  3.7433  -0.2267  6.9609  -0.0385  -0.0502  0.2442
Si  7.6767  0.09  6.8131  -0.0444  -0.152  0.0684
Si  2.109  1.3495  6.7225  0.1268  -0.0111  0.174
P  5.7029  1.2013  6.2843  -0.1882  -0.0057  0.2289
Si  9.6486  1.5266  6.829  0.0253  0.0768  -0.0055
Si  11.5484  5.486  6.7064  -0.0083  -0.0184  0.0199
Si  4.0362  5.3644  6.7256  -0.0144  0.0116  0.0083
Si  7.7652  5.6746  6.8043  -0.0164  -0.0082  0.0422
Si  2.0206  6.5788  6.6611  0.0174  0.0817  0.1668
Si  5.8251  6.9592  6.7129  -0.0257  0.0325  0.0603
Si  9.7647  7.0248  6.8923  -0.0142  0.0288  0.0218
O  9.941  7.9854  8.273  -0.0023  -0.036  -0.0395
O  7.4798  10.0585  8.1771  -0.0072  0.069  -0.0902
O  7.4289  4.7008  8.12  0.0037  0.0061  -0.0256
O  2.8405  10.2021  8.4212  0.295  0.0881  -0.225
O  2.1973  7.3529  8.1116  -0.0212  -0.095  -0.0159
O  4.1353  4.4557  8.1425  0.0138  -0.0265  -0.0196
O  9.7764  2.4603  8.21  -0.0168  -0.0368  -0.0237
O  2.6399  2.2851  8.0245  0.0032  0.0019  -0.0516
O  11.3997  4.5786  8.0884  -0.0127  0.0081  -0.0169
O  5.3922  2.1769  7.5808  -0.126  0.0894  0.0715
O  5.7961  7.9389  8.0692  0.0641  0.0135  0.0117
O  11.3064  10.2928  8.1576  -0.0477  0.0125  -0.0157
O  11.2707  10.084  21.7889  -0.0006  0.0041  0.0066
O  3.2411  10.7107  21.5224  -0.0002  0.0029  0.0152
O  5.7503  7.7958  22.1762  -0.0037  0.0011  0.0044
O  4.2265  4.4528  21.9307  -0.0048  0.0034  0.0069
O  7.6751  9.6914  22.1797  0.001  0.004  0.0041
O  10.3172  7.6696  22.1695  -0.0004  -0.0051  0.0079
O  1.6112  2.3874  22.1072  0  -0.0056  0.0039
O  5.9418  2.4376  21.8657  -0.001  -0.0081  0.0074
O  8.4403  4.6913  22.2091  -0.0021  0.0012  0.0108
O  -0.0799  4.4364  22.0413  -0.0049  0.0008  0.0082
O  2.3372  7.375  21.9152  -0.0018  -0.0067  0.007
O  9.137  1.872  21.8532  -0.001  -0.0083  0.0095
Si  1.9168  7.6545  9.6609  0.0692  0.0897  -0.0824
Si  5.0294  0.5956  17.6746  0.0004  -0.0067  -0.0172
Si  2.461  5.4215  14.0672  -0.0122  -0.0155  -0.033
Si  10.523  3.8762  14.0469  -0.0004  -0.006  -0.0111
Si  8.266  2.3738  15.249  -0.0048  -0.0066  -0.0179
Si  9.5532  2.2371  20.3269  -0.001  -0.0024  -0.0152
Si  10.5055  3.6523  9.076  0.0188  0.0078  0.0353
Si  0.011  2.3125  11.5735  0.0379  -0.0019  0.0037
Si  10.9592  8.1085  15.4262  -0.0022  0.0026  -0.0268
Si  5.1504  6.9384  13.9721  -0.0107  -0.0007  -0.0177
Si  5.747  2.5788  11.0535  -0.0433  0.0189  -0.0177
Si  8.5774  7.6535  19.3936  -0.0083  -0.0025  -0.0155
Si  8.1242  4.8381  20.6224  -0.0009  -0.0001  -0.0135
Si  5.9128  9.5914  15.1944  -0.0059  0.0021  -0.0238
Si  2.1091  7.6421  20.3303  -0.0003  0.0009  -0.0134
Si  1.9151  4.8886  18.7933  -0.0142  -0.0043  -0.0147
Si  4.4867  3.454  17.9932  -0.0002  -0.0016  -0.0179
Si  8.4741  8.9252  16.8363  0.0001  0.0096  -0.0266
Si  0.7809  9.4658  13.3428  0.0272  0.0108  -0.0129
Si  9.9005  10.6325  11.7241  0.0016  -0.0002  0.0286
Si  5.354  3.7086  20.9995  -0.0017  -0.0011  -0.0171
Si  0.5507  5.4953  16.2841  -0.0059  0.0022  -0.0182
Si  10.7818  9.1132  9.1329  0.0878  -0.0172  0.0405
Si  6.5583  8.8954  21.2875  -0.0049  0.0004  -0.0182
Si  7.0606  7.1629  11.4314  -0.0191  -0.0009  -0.015
Si  2.6192  0.7183  12.3123  0.0203  -0.0261  -0.0425
Si  10.8856  8.6812  21.0311  -0.0006  -0.0008  -0.0145
Si  6.0374  4.343  15.6025  -0.0055  -0.0052  -0.0168
Si  7.0776  0.4839  12.9617  -0.009  -0.0041  -0.0137
Si  4.1348  2.8396  8.4364  0.0199  -0.0474  -0.003
Si  0.8269  6.7349  11.9577  0.029  0.0153  -0.0385
Si  6.4385  9.0988  9.0299  -0.0969  -0.0115  -0.0314
Si  0.6654  3.2829  21.1428  0  0.0026  -0.0137
Si  9.7198  6.528  12.9104  -0.0038  0.0152  -0.0107
Si  7.7169  4.5651  9.7176  -0.0165  0.0005  0.0355
Si  3.9856  10.0771  20.2016  0.0046  0.0023  -0.0183
Si  4.221  3.0461  13.4954  -0.0116  -0.037  -0.0317
Si  3.6633  9.9221  9.839  -0.1643  0.0377  -0.2227
Si  8.0412  0.7787  18.0278  -0.0059  -0.0107  -0.0162
O  11.4582  3.2697  12.8713  -0.0173  -0.0011  -0.0086
O  9.3407  4.4858  9.8805  0.0029  -0.0023  -0.0151
O  8.8019  3.5943  19.8472  -0.0035  0  0.0045
O  4.0279  -0.0402  18.7982  -0.0029  -0.0052  0.0119
O  11.3025  4.5131  15.3192  -0.0082  -0.0047  0.003
O  9.881  9.7608  10.3345  0.0033  -0.0124  -0.0124
O  3.7323  1.5198  13.1963  0.0065  0.0336  0.0226
O  0.6128  8.9923  14.8907  -0.0148  -0.0077  0.0056
O  6.4624  1.0086  18.3695  0.0064  0.0026  0.0023
O  4.7675  3.1783  19.5816  0.0018  0.0021  0.0144
O  6.2545  1.1697  11.7197  -0.0021  0.0008  -0.0004
O  0.5328  8.5112  9.7993  -0.0543  -0.0402  -0.0217
O  5.6133  4.3411  17.1881  -0.0065  -0.0008  0.0117
O  8.3896  7.2274  12.3463  0.001  -0.0054  0.0071
O  4.4978  2.466  9.9838  0.0788  0.0356  -0.0051
O  2.0512  5.6264  15.6293  -0.0064  -0.0105  -0.0017
O  3.3221  -0.023  11.0601  0.0143  -0.029  0.0076
O  5.8334  7.2073  12.5069  0.0024  -0.0048  0.0087
O  2.2962  6.3577  19.3647  -0.0036  0.0015  0.0052
O  0.6225  4.9158  17.8005  0.0106  -0.0023  0.0191
O  8.3971  10.6767  12.3516  0.0042  -0.0002  0.001
O  5.255  10.0823  9.5538  -0.0277  -0.0789  0.047
O  0.5922  8.1991  20.1909  -0.0038  0.0024  0.0035
O  9.7517  2.5965  14.6679  -0.0026  0.0088  -0.0028
O  1.9228  10.6093  13.3362  -0.0252  -0.0165  0.0122
O  9.932  9.1173  16.1584  -0.0078  -0.0142  0.0079
O  6.138  10.3551  13.7647  -0.0016  -0.0057  0.0118
O  7.4495  1.6004  14.0809  -0.0003  0.0044  0.0117
O  1.6573  3.9266  20.0555  -0.0036  0.003  0.0069
O  5.9332  5.8101  14.8832  -0.0025  -0.0062  0.0056
O  7.333  8.9478  15.687  0.0141  -0.0012  0.0173
O  1.4912  1.6715  11.6565  -0.0419  0.0197  0.005
O  7.0732  8.407  10.3671  -0.0061  -0.0072  -0.0096
O  4.3216  2.0026  17.2488  -0.0007  0.001  0.0085
O  7.0374  3.2056  10.2898  -0.0091  0.0085  0.0012
O  11.4779  6.9662  16.4493  -0.004  -0.0027  0.0064
O  8.2224  10.1279  17.8673  -0.0062  0.0123  0.0075
O  3.23  8.409  10.2717  0.0097  0.0307  -0.0562
O  7.5785  3.8261  15.5246  -0.0104  -0.0001  0.0079
O  3.12  4.301  17.8947  -0.0032  -0.0027  0.0095
O  2.8625  3.8993  13.6925  -0.0199  0.0373  0.0129
O  1.2921  8.2225  12.4361  -0.0233  -0.0175  0.01
O  1.143  5.7224  13.1737  0.0243  0.0037  0.0103
O  4.9707  8.3096  14.8435  0.0021  -0.0034  0.0025
O  11.175  2.3931  20.3157  0.0022  0.0017  0.0059
O  10.9342  9.9789  12.7974  -0.0151  0.0055  -0.0083
O  5.17  3.5437  12.2497  0.0047  -0.0232  -0.0177
O  5.0957  3.237  14.8476  0.0058  0.0085  0.0094
O  6.4928  4.8045  20.5485  -0.0007  -0.0007  0.0045
O  8.3933  1.5302  16.6295  -0.0028  -0.01  0.0162
O  10.4032  1.2215  11.4637  0.002  0.0046  -0.0018
O  10.8256  6.6231  11.7093  -0.0112  -0.0017  0.0097
O  3.2452  8.6859  19.8299  -0.0018  -0.0025  0.0045
O  1.6598  6.3405  10.6057  -0.0402  0.016  0.0299
O  7.1621  8.1573  19.9925  -0.0005  -0.0028  0.0171
O  8.4638  7.5747  17.7623  -0.0003  -0.004  0.0171
O  3.6504  6.4238  13.6487  0.012  0.0038  0.0159
O  9.503  4.9782  13.3797  0.0089  -0.0142  0.0096
O  5.5252  9.9877  20.7068  0.0091  -0.01  0.0088
O  10.1993  7.3926  14.1869  0.0019  0.0141  0.0339
O  8.8041  6.1502  19.9604  -0.0013  -0.0038  0.0037
O  7.0634  5.7942  10.5504  0.0054  0.0112  0.0072
O  5.2614  10.5492  16.3685  -0.0042  0.0081  0.0154
O  9.0542  1.1443  19.2404  0.0038  -0.0002  0.004
O  11.569  3.1355  10.1773  -0.0144  -0.0048  0.0009
O  9.7334  8.705  19.8767  0.0007  -0.0009  0.0069

Results
free energy: -144870.903 eV
free energy less fixed offsets of O -568.88, P -755.39, Si -635.61 eV per atom: 2.527 eV

The program warned: the cutoff lies below the one the program advises for these potential files; the forces do not sum to zero within the program's tolerance; the exchange-correlation potential is rough where the density is thin.
